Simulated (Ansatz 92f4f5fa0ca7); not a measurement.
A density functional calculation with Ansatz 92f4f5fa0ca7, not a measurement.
Periodic cell of 215 atoms, Si132O82B1, from a study of silicon, its oxide and their interface. The atomic structure is a simulated model.
Doubt: the cutoff is far below the 930 eV that the study's wrapper takes by default for these files, so forces and energies are approximate.
This geometry differs little from another in the collection (a relaxation step or a small displacement).

Settings: functional PBE; potential files Ansatz PAW; basis plane waves; wave-function cutoff 580 eV; density cutoff ratio 5; exchange-correlation grid ratio 1; k mesh 1 x 1 x 1, Gamma-centred; self-consistency stop 5e-08 eV per atom in the density residual; occupations fixed; spin none; net charge -1 e, with a uniform compensating background and no finite-size correction.

Cell vectors (angstrom)
a, 10.938, 0, 0
b, 0, 10.938, 0
c, 0, 0, 31.5432

Atoms and the computed forces on them: element, x, y, z (angstrom), force x, y, z (eV/angstrom)
Si, 10.4242, 0.5692, 24.3965, 0.0011, -0.0018, 0
Si, 6.0479, 10.5057, 24.18, -0.0011, 0.002, -0.0013
Si, 2.1374, 3.2556, 24.1161, 0.0003, -0.0016, -0.001
Si, 8.6969, 2.2428, 24.3627, -0.0039, -0.0009, 0.0004
Si, 0.5012, 5.0512, 24.1945, -0.001, 0.0012, -0.0004
Si, 5.062, 5.918, 24.2539, 0.0008, -0.0001, -0.0006
Si, 3.4115, 7.6643, 24.2202, -0.0005, 0.0006, -0.0006
Si, 7.8318, 8.8321, 24.0237, 0.0021, -0.0022, -0.0016
Si, 1.3517, 1.4754, 25.47, 0.0008, -0.0014, -0.0009
Si, 6.9369, 1.255, 25.5753, 0.0018, 0.0031, -0.0051
Si, 4.0374, 4.1031, 25.3449, 0.0008, 0.0006, -0.0004
Si, 9.6594, 4.0989, 25.4387, -0.0004, 0.0004, -0.0013
Si, 1.4906, 6.8273, 25.3811, 0.0004, 0.0016, -0.0003
Si, 6.8844, 7.0036, 25.3239, -0.001, 0, -0.0012
Si, 4.2862, 9.5181, 25.4277, -0.0014, -0.0015, -0.0009
Si, 9.4765, 9.6621, 25.5137, 0.0011, 0.0018, -0.0048
Si, 2.7971, 0.0056, 26.6534, -0.0003, 0.0013, -0.0036
Si, 8.0623, -0.1852, 27.0992, -0.0089, -0.0101, 0.0314
Si, -0.0108, 2.7391, 26.9264, 0.0009, 0.0002, 0.0174
Si, 5.4509, 2.7198, 26.6758, -0.0006, -0.0005, -0.0032
Si, 2.7791, 5.4648, 26.8462, -0.0005, -0.0012, 0.011
Si, 8.2261, 5.537, 26.641, 0.0004, 0.0006, -0.003
Si, 0.023, 8.2156, 26.6598, 0.0002, -0.0008, -0.0031
Si, 5.7079, 8.3578, 26.9718, -0.0035, -0.0038, 0.0068
Si, 4.1667, 1.3112, 28.0898, -0.0011, 0.001, 0.0037
Si, 9.5357, 1.3112, 28.2228, -0.0014, 0.0004, -0.0237
Si, 1.3895, 4.1171, 28.2279, -0.0029, -0.0014, -0.0124
Si, 6.8353, 4.135, 28.0216, -0.0004, 0.0005, -0.0001
Si, 4.2076, 6.8731, 28.1325, -0.0015, 0.0003, -0.0129
Si, 9.5474, 6.9027, 28.0688, 0.0016, -0.0019, 0.0031
Si, 1.3936, 9.591, 28.0427, 0.0004, -0.0003, -0.0003
B, 6.8517, 9.5386, 28.2357, 0.0205, 0.0123, -0.0051
Si, 0.0407, -0.0211, 29.517, -0.0013, 0.001, 0.0045
Si, 5.6161, -0.1542, 29.3327, 0.0043, -0.0062, -0.0033
Si, 2.7902, 2.6875, 29.5044, -0.0008, 0.0011, -0.0006
Si, 8.1712, 2.7626, 29.4652, 0.0022, -0.002, 0.0052
Si, -0.0349, 5.5246, 29.4785, 0.0019, -0.0011, -0.0002
Si, 5.5065, 5.4593, 29.4964, -0.001, 0.0015, 0.0026
Si, 2.7587, 8.2174, 29.4368, 0.0016, -0.0022, 0.0038
Si, 8.0893, 8.3288, 29.3658, -0.0103, 0.0085, -0.0074
Si, 1.3961, 1.3571, 30.8827, 0.0023, -0.0015, -0.0007
Si, 6.8026, 1.3325, 30.7706, -0.0032, 0.0021, -0.0004
Si, 4.1277, 4.0865, 30.8634, 0.0013, -0.0023, -0.0005
Si, 9.5509, 4.1229, 30.8203, -0.002, 0.0023, -0.0011
Si, 1.3723, 6.8642, 30.8091, -0.0026, 0.0016, -0.001
Si, 6.8809, 6.8582, 30.8256, 0.0029, -0.0019, 0.0005
Si, 4.1412, 9.5929, 30.777, -0.0013, 0.0034, -0.0005
Si, 9.5537, 9.5376, 30.8244, 0.0023, -0.003, 0.0006
Si, 2.7755, -0.0334, 0.6663, 0.0014, -0.0024, 0.0013
Si, 8.183, 0.0086, 0.6263, -0.0006, 0.0015, -0.0001
Si, -0.0285, 2.7512, 0.649, -0.0017, 0.0009, -0.0001
Si, 5.4827, 2.6828, 0.6601, 0.0022, -0.0014, 0.0013
Si, 2.7123, 5.4797, 0.6409, -0.0008, 0.0017, -0.0004
Si, 8.2135, 5.4618, 0.6765, -0.0001, -0.0011, 0.0012
Si, 0.0075, 8.1849, 0.6628, 0.0014, -0.0002, 0.0012
Si, 5.4613, 8.2109, 0.6315, -0.0013, 0.0009, -0.0007
Si, 4.1198, 1.3315, 2.0468, -0.0004, 0.0002, -0.0043
Si, 9.5238, 1.3785, 2.0012, 0.0004, -0.0004, -0.001
Si, 1.3207, 4.1336, 2.0227, 0.0004, -0.0005, -0.0017
Si, 6.8521, 4.0519, 2.0251, -0.0004, 0.0005, -0.0029
Si, 4.0745, 6.8626, 1.9949, 0.0004, -0.0006, -0.001
Si, 9.6036, 6.8013, 2.042, -0.0008, 0.001, -0.0025
Si, 1.3841, 9.5469, 2.03, -0.0012, 0.0004, -0.0028
Si, 6.8242, 9.574, 2.0224, -0.0001, 0, -0.001
Si, -0.0444, -0.0098, 3.3081, 0.0048, 0.002, 0.0114
Si, 5.4706, -0.025, 3.4706, -0.0003, 0.0008, -0.0004
Si, 2.6912, 2.72, 3.3107, 0.0038, 0.0023, 0.0173
Si, 8.1892, 2.6914, 3.473, -0.0011, 0.001, -0.0004
Si, -0.0198, 5.4613, 3.5042, -0.0016, 0.001, -0.0002
Si, 5.4474, 5.4635, 3.2862, -0.0003, -0.0031, 0.0133
Si, 2.7369, 8.1916, 3.4593, -0.001, 0.0011, -0.0006
Si, 8.2214, 8.1846, 3.3447, 0.0001, -0.0038, 0.0105
Si, 1.2883, 1.3646, 4.6516, -0.0031, -0.0001, -0.0137
Si, 6.8397, 1.3026, 4.8942, 0.0004, 0.0001, 0.0026
Si, 4.0602, 4.1133, 4.6173, -0.0026, -0.0007, -0.0173
Si, 9.529, 4.0598, 4.8805, 0.001, -0.001, 0.0018
Si, 1.3546, 6.8673, 4.8766, 0.0012, -0.0011, 0.0024
Si, 6.8318, 6.7942, 4.6515, 0, 0.0015, -0.0118
Si, 4.101, 9.5562, 4.8707, 0.0004, -0.001, 0.0025
Si, 9.574, 9.5643, 4.7185, -0.0013, 0.0005, -0.0076
Si, 2.6143, 0.0376, 6.0877, 0.0017, -0.0027, 0.0006
Si, 8.2281, -0.1347, 6.2468, -0.0004, -0.0003, 0.0015
Si, -0.0236, 2.647, 6.1821, 0.0005, 0.0007, 0.0028
Si, 5.3735, 2.7652, 6.0529, 0.0027, -0.0029, 0.0001
Si, 2.7495, 5.4262, 6.1162, -0.0007, 0.0005, 0.0031
Si, 8.0883, 5.437, 6.1598, 0.0009, -0.0018, 0.0001
Si, -0.0081, 8.2941, 6.2158, 0.0015, -0.0004, -0.0009
Si, 5.5619, 8.141, 6.1309, -0.0002, 0.0009, 0.0024
Si, 3.4704, 1.9387, 7.1573, -0.001, 0.0024, 0.0035
Si, 10.0198, 0.8276, 7.4536, -0.0011, 0.0022, -0.0005
Si, 1.7711, 3.6546, 7.3303, -0.0017, 0.0002, -0.0018
Si, 6.2027, 4.5247, 7.3656, -0.0005, 0.0003, 0.0021
Si, 4.6318, 6.3036, 7.2384, -0.0018, 0.0006, -0.0005
Si, 9.1562, 7.1884, 7.3049, 0.0003, -0.0008, 0.0017
Si, 0.8874, 10.1545, 7.5034, -0.0001, 0.0001, 0.0024
Si, 7.4062, 8.8855, 7.4677, -0.0019, 0.002, -0.0008
O, 4.5503, 6.5999, 8.871, 0.0005, -0.0003, -0.0005
O, 1.4051, 3.9789, 8.9318, 0.0003, -0.0001, 0.0002
O, 9.7313, 6.5456, 8.7332, -0.0007, 0.0006, -0.0016
O, 1.2967, 10.1063, 9.1441, -0.0008, 0.0002, -0.0026
O, 6.0675, 4.2227, 9.0147, 0.0002, -0.0001, -0.0013
O, 3.7026, 1.6235, 8.756, 0.0015, -0.0011, -0.0008
O, 7.1303, 8.9668, 9.1259, 0.0003, 0, 0.0002
O, 9.6462, 1.0826, 9.0615, 0.0006, -0.0005, -0.0007
O, 8.1965, 2.503, 22.7987, 0.0009, -0.0002, 0.0011
O, 10.983, 5.5304, 22.6635, 0.0003, -0.0009, 0.0016
O, 5.6133, 0.1073, 22.6684, 0.0007, -0.0011, 0.0021
O, 5.3201, 5.4442, 22.6742, -0.0007, 0.0005, 0.0018
O, 2.1746, 2.8203, 22.5002, -0.0003, 0.0011, 0.0022
O, 3.3566, 7.9065, 22.5607, 0.0004, -0.0004, 0.0015
O, 8.3888, 8.7282, 22.434, -0.0011, 0.0007, 0.0019
O, -0.1891, 11.1801, 22.8068, -0.0007, 0.0007, 0.0016
Si, 2.1497, 2.9614, 12.8918, 0, -0.0002, 0.0003
Si, 8.682, 1.3121, 10.3458, -0.0007, 0.0004, 0.0005
Si, 1.0613, 4.492, 15.3581, 0.0001, 0.0001, 0.0001
Si, 7.5389, 5.5819, 12.1999, -0.0001, 0.0005, 0.0001
Si, 2.4355, 8.1861, 21.2585, 0, 0.0004, -0.0008
Si, 5.4141, 7.7976, 12.459, 0, -0.0001, 0
Si, 9.2714, 0.4499, 15.5023, -0.0003, -0.0002, 0.0002
Si, 2.9195, -0.0474, 16.6835, -0.0003, 0.0001, -0.0004
Si, 10.4615, 1.1515, 12.6052, 0.0004, -0.0001, 0.0002
Si, 7.7576, 2.8213, 21.2842, 0.0005, 0.0005, -0.0006
Si, 9.1338, 8.7775, 14.4564, -0.0004, 0.0002, 0.0001
Si, 1.4716, 4.7694, 10.3514, 0.0005, -0.0005, 0.0002
Si, 4.4908, 9.4759, 19.1658, -0.0003, -0.0002, -0.0007
Si, 11.0905, 6.0988, 21.1481, 0.0001, 0.0001, -0.0014
Si, 6.6193, 10.4421, 14.8518, 0.0002, 0.0001, 0
Si, 5.3889, 0.7306, 21.1983, -0.0003, 0.0003, -0.0015
Si, 2.3388, 9.8111, 10.372, 0.0006, -0.0007, 0.001
Si, 0.4203, 10.6333, 21.4288, 0.0001, -0.0002, -0.0001
Si, 5.8541, 5.2619, 21.168, 0.0002, -0.0001, -0.0013
Si, 3.6372, 7.0824, 10.0992, -0.0001, -0.0006, 0.0005
Si, 9.0399, 5.6803, 14.8482, 0.0002, 0.0002, 0.0001
Si, 3.6586, 4.0875, 19.1246, 0.0001, 0.0003, -0.0008
Si, 10.0325, 3.6644, 19.362, -0.0002, -0.0003, -0.0006
Si, 4.2581, 8.664, 15.3608, 0, 0.0002, 0.0003
Si, 0.4509, 1.9146, 17.1853, 0.0001, -0.0002, -0.0003
Si, 6.8054, 7.533, 19.2652, -0.0003, -0.0003, -0.0005
Si, 5.2574, 3.6215, 16.7626, 0.0001, 0, -0.0001
Si, 7.7906, 5.0101, 17.5486, -0.0003, -0.0003, 0
Si, 6.6586, 9.9267, 10.3544, -0.0004, 0.0002, -0.0001
Si, 4.3738, 1.0589, 10.0906, 0.0005, 0.0005, -0.0015
Si, -0.0335, 9.0808, 11.8999, -0.0005, 0.0006, 0.0003
Si, 9.1109, 8.6304, 20.9684, 0.0002, 0, -0.0013
Si, 4.5517, 1.6637, 14.5961, 0, -0.0001, 0.0001
Si, 2.4441, 2.0893, 21.076, 0.0002, -0.0002, -0.0015
Si, 6.3241, 3.3476, 10.3609, 0.001, -0.0006, 0.0006
Si, 3.4311, 5.9105, 16.7445, -0.0001, 0, -0.0002
Si, 9.8774, 6.5303, 10.3417, 0.0001, -0.0004, 0.0014
O, 0.1074, 2.6172, 18.612, -0.0003, 0.0004, 0.0003
O, 2.93, 9.6324, 15.5945, 0, 0, 0.0001
O, 10.8796, 4.817, 20.1513, 0.0003, 0.0008, 0.0005
O, 7.5808, 2.4188, 9.9351, -0.0003, 0.0004, 0.0008
O, 10.9201, 5.333, 10.7886, -0.0002, 0.0003, -0.0001
O, 6.5948, 6.7452, 12.8597, 0.0002, -0.0002, -0.0003
O, 10.3264, 8.0511, 10.7791, 0, -0.0003, -0.0001
O, 7.6693, 9.4549, 13.9982, 0, -0.0001, 0.0001
O, 8.418, 6.2092, 10.9853, 0.0001, 0, 0
O, 5.3649, 10.4804, 20.0919, 0.0003, 0.0008, 0.0007
O, 2.156, 3.7306, 11.4375, -0.0002, 0.0005, -0.0001
O, 7.9911, 8.5383, 19.7717, 0.0006, 0.0003, 0.0005
O, 6.2184, 6.7233, 20.5537, -0.0002, -0.0003, 0.0003
O, 5.5057, 2.7122, 15.4285, 0, 0, 0.0001
O, 1.286, 0.9416, 20.7513, 0.0001, 0.0001, 0.0001
O, 6.0502, 9.0628, 11.6138, 0.0001, 0.0004, -0.0007
O, 4.6175, 4.9827, 16.1227, -0.0002, 0.0001, 0.0001
O, 6.5988, 3.9035, 17.647, 0.0001, 0.0001, -0.0002
O, 10.5101, 10.6563, 11.825, 0.0002, -0.0003, 0.0002
O, 5.5818, 0.4971, 14.005, -0.0001, 0, 0.0001
O, 8.0356, 5.0824, 15.9523, -0.0001, -0.0001, 0.0001
O, 9.7419, 9.8113, 15.5758, 0.0001, -0.0001, -0.0002
O, -0.3943, 5.1519, 15.1222, -0.0001, 0.0001, -0.0001
O, 1.5996, 6.8272, 20.8619, -0.0003, -0.0001, 0.0001
O, 1.5061, 0.6378, 17.1981, -0.0001, 0.0001, 0
O, 6.5957, 1.7676, 20.8137, -0.0002, -0.0003, 0.0002
O, 1.0113, 1.7786, 12.8362, -0.0004, -0.0002, 0.0001
O, 3.2456, 5.4956, 18.3369, 0.0001, -0.0003, 0.0003
O, 9.5314, 2.0057, 11.5745, -0.0006, -0.0003, -0.0006
O, 1.0036, 3.1, 16.2063, 0, -0.0001, 0
O, 8.5636, 5.1351, 13.3893, -0.0004, 0, -0.0003
O, 10.28, 8.5629, 13.3101, 0.0003, 0, -0.0004
O, 1.4503, 9.4039, 21.6882, 0, 0, -0.0003
O, 10.0786, 9.9396, 20.6278, 0, -0.0002, 0
O, 3.1758, 0.215, 10.8641, 0.0003, 0.0002, -0.0006
O, 5.0731, 2.3627, 10.8231, -0.0001, -0.0009, -0.0013
O, 1.7351, 4.1357, 13.9297, -0.0001, -0.0002, 0
O, 7.9136, 10.8715, 10.833, -0.0005, 0.0003, -0.0004
O, 9.1296, 4.4576, 18.2623, 0.0004, -0.0002, 0.0002
O, 5.6422, 9.4864, 15.7725, -0.0001, -0.0002, -0.0001
O, 5.5256, -0.0263, 9.732, -0.001, 0.0011, 0.0012
O, 3.5888, 2.3012, 13.4087, -0.0004, 0.0002, -0.0002
O, 1.9782, 5.6378, 16.0587, 0, -0.0001, -0.0002
O, 9.7077, 1.0535, 14.0449, 0.0002, 0.0002, -0.0005
O, 4.4011, 6.9454, 11.5207, -0.0003, 0.0002, -0.0002
O, 4.742, 4.504, 20.2554, 0.0005, 0.0002, 0.0005
O, 9.958, 1.3282, 16.6603, 0.0001, 0.0001, 0
O, 6.6592, 4.3234, 11.637, -0.0003, -0.0007, -0.0006
O, 5.5924, 8.4039, 18.5922, 0, 0.0001, 0.0002
O, 9.0836, 2.75, 20.3268, -0.0006, -0.0001, 0.0002
O, 3.6064, 1.1274, 15.8027, 0, 0.0001, 0
O, 4.2219, 3.0829, 17.9306, -0.0003, 0, 0.0003
O, 9.9435, 7.2256, 20.8984, 0.0001, 0, 0.0002
O, 3.3446, 8.6606, 9.8148, -0.0003, 0.0006, 0.0003
O, 3.9325, 7.417, 16.3674, 0, 0, -0.0001
O, 7.6372, 0.4718, 15.7076, 0, 0, -0.0001
O, 8.9185, 7.2946, 15.0467, 0, 0, -0.0001
O, 3.9273, 1.4331, 21.1372, 0.0001, 0, 0.0001
O, 1.5917, 9.1476, 11.6891, 0, 0.0004, -0.0005
O, 2.3186, 6.1501, 10.1914, 0.0002, 0.0003, 0.0004
O, 7.3554, 6.4623, 18.1523, -0.0002, 0.0005, 0.0002
O, 7.2078, 4.3538, 21.156, -0.0003, -0.0002, 0
O, 4.5471, 8.2457, 13.7898, 0.0002, -0.0001, -0.0004
O, 3.3463, 8.6488, 19.9872, -0.0005, -0.0003, 0.0004
O, 2.4873, 3.2378, 19.8879, -0.0003, -0.0007, 0.0006
O, 3.7433, 10.35, 17.9909, 0.0004, -0.0003, 0.0006

Results
free energy: -130700.338 eV
free energy less fixed offsets of B -154.04, O -568.88, Si -635.61 eV per atom: 2.382 eV

The program warned: the cutoff lies below the one the program advises for these potential files; the exchange-correlation potential is rough where the density is thin.
